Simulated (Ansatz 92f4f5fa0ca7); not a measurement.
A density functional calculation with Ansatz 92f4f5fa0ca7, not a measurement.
Periodic cell of 406 atoms, Si266O140, from a study of silicon, its oxide and their interface. The atomic structure is a simulated model.
Doubt: the cutoff is far below the 930 eV that the study's wrapper takes by default for these files, so forces and energies are approximate.
This geometry differs little from another in the collection (a relaxation step or a small displacement).

Settings: functional PBE; potential files Ansatz PAW; basis plane waves; wave-function cutoff 580 eV; density cutoff ratio 5; exchange-correlation grid ratio 1; k mesh 1 x 1 x 1, Gamma-centred; self-consistency stop 5e-08 eV per atom in the density residual; occupations fixed; spin none; net charge 0.

Cell vectors (angstrom)
a  15.4687  0  0
b  0  12.8259  0
c  0  0  36.3122

Atoms and the computed forces on them: element, x, y, z (angstrom), force x, y, z (eV/angstrom)
Si  0.0342  1.1407  33.6651  -0.0159  -0.0045  0.0015
Si  3.8788  1.1842  33.5865  0.0167  0.0005  -0.0397
Si  7.6888  1.1595  33.6054  -0.0025  -0.0667  -0.0198
Si  11.4659  1.1381  33.6337  0.0164  -0.058  0.0034
Si  1.9672  7.5777  33.616  -0.0161  0.0034  -0.0011
Si  5.7318  7.5602  33.6302  0.0207  -0.0038  -0.0377
Si  9.6195  7.5925  33.581  0.0136  0.0055  -0.0254
Si  13.4821  7.5765  33.6326  0.0099  0.0091  0.004
Si  1.9336  5.247  34.0453  0.0285  0.0905  0.2189
Si  5.8008  5.247  34.0453  -0.03  -0.1161  -0.74
Si  9.6679  5.247  34.0453  -0.2562  0.0317  -0.0589
Si  13.5351  5.247  34.0453  -0.099  -0.2223  -0.1703
Si  0  11.6599  34.0453  0.071  0.1805  0.6056
Si  3.8672  11.6599  34.0453  0.0494  0.1189  0.3904
Si  7.7343  11.6599  34.0453  -0.4938  0.1354  0.1601
Si  11.6015  11.6599  34.0453  -0.2395  0.2375  0.4153
Si  0  4.664  35.282  0.022  0.0407  -0.0209
Si  3.8672  4.664  35.282  0.0411  -0.1202  -0.0951
Si  7.7343  4.664  35.282  0.0332  0.0342  -0.0189
Si  11.6015  4.664  35.282  0.0714  -0.0285  -0.0419
Si  1.9336  11.0769  35.282  0.0073  0.0318  0.0156
Si  5.8008  11.0769  35.282  0.026  0.0647  0.0926
Si  9.6679  11.0769  35.282  0.065  -0.1657  -0.1327
Si  13.5351  11.0769  35.282  0.0226  0.1198  -0.0102
Si  0  2.332  35.6943  0.0463  0.0332  0.0811
Si  3.8672  2.332  35.6943  -0.0259  -0.057  -0.2001
Si  7.7343  2.332  35.6943  0.0023  -0.0187  -0.2088
Si  11.6015  2.332  35.6943  -0.2758  -0.003  -0.1319
Si  1.9336  8.745  35.6943  0.1875  0.0023  -0.0481
Si  5.8008  8.745  35.6943  -0.1584  0.0215  -0.0708
Si  9.6679  8.745  35.6943  -0.0629  -0.0864  -0.1952
Si  13.5351  8.745  35.6943  -0.2025  -0.0711  0.0456
Si  1.9336  1.749  0.6188  0.0791  0.0372  -0.0363
Si  5.8008  1.749  0.6188  0.0298  -0.0556  -0.0492
Si  9.6679  1.749  0.6188  0.0218  0.0402  -0.0066
Si  13.5351  1.749  0.6188  0.0671  -0.0763  -0.0809
Si  0  8.162  0.6188  0.0271  -0.0611  -0.071
Si  3.8672  8.162  0.6188  0.0357  -0.0126  0.0175
Si  7.7343  8.162  0.6188  -0.0142  -0.0586  -0.0681
Si  11.6015  8.162  0.6188  0.0406  0.0547  0.0184
Si  0  5.83  1.031  -0.0214  -0.011  0.023
Si  3.8672  5.83  1.031  0.017  0.0297  0.0217
Si  7.7343  5.83  1.031  -0.0604  -0.0059  0.0091
Si  11.6015  5.83  1.031  -0.051  0.0367  0.0265
Si  1.9336  12.2429  1.031  -0.0542  0.0058  0.06
Si  5.8008  12.2429  1.031  0.0045  -0.0315  0.0071
Si  9.6679  12.2429  1.031  -0.0142  0.0691  0.0485
Si  13.5351  12.2429  1.031  -0.0037  -0.0681  -0.0222
Si  1.9336  5.247  2.2678  0.1077  -0.0245  -0.3051
Si  5.8008  5.247  2.2678  0.091  0.0768  0.4047
Si  9.6679  5.247  2.2678  -0.0324  -0.0678  -0.3373
Si  13.5351  5.247  2.2678  0.0998  -0.0602  0.1317
Si  0  11.6599  2.2678  -0.0918  0.0581  -0.1267
Si  3.8672  11.6599  2.2678  0.0689  0.0475  0.2327
Si  7.7343  11.6599  2.2678  -0.137  0.0069  0.0184
Si  11.6015  11.6599  2.2678  0.005  -0.0068  -0.0006
Si  1.9336  2.915  2.68  -0.0447  -0.1463  -0.02
Si  5.8008  2.915  2.68  -0.021  0.1056  0.0557
Si  9.6679  2.915  2.68  -0.0424  -0.121  -0.0124
Si  13.5351  2.915  2.68  -0.0452  0.0238  -0.0379
Si  0  9.328  2.68  -0.0548  0.1007  0.1381
Si  3.8672  9.328  2.68  -0.0907  0.1366  0.0812
Si  7.7343  9.328  2.68  -0.0023  0.0013  -0.0228
Si  11.6015  9.328  2.68  -0.0594  -0.0118  -0.0232
Si  2.8799  3.4637  28.6031  0.0057  -0.0046  -0.0794
Si  -0.8003  -4.166  26.9236  0.0781  -0.0016  0.1446
Si  7.0122  -5.4445  26.0716  -0.0235  0.0441  0.0461
Si  16.2469  -2.3792  27.191  0.0637  -0.0842  0.0096
Si  2.2639  9.8101  28.9454  0.0479  -0.0367  -0.0083
Si  7.6411  1.1493  28.6819  0.0306  0.0499  -0.0004
Si  12.2154  10.7149  23.3185  -0.0158  -0.0311  0.018
Si  20.8596  2.161  24.5041  0.0661  -0.023  -0.0101
Si  4.6926  6.6623  24.2465  -0.1048  -0.1552  0.0547
Si  11.5634  0.8078  29.1416  -0.0224  -0.0999  0.0129
Si  16.1138  6.6546  27.1679  -0.0865  0.0449  0.1147
Si  15.409  4.1159  30.833  -0.0365  0.0304  0.021
Si  2.4961  5.53  26.1923  -0.0596  0.0924  -0.0351
Si  7.5524  11.6319  22.4321  0.0635  0.0679  -0.0306
Si  14.5448  4.8772  27.6026  0.0792  0.1247  0.1375
Si  17.3324  11.0329  30.8816  0.0154  0.0372  0.0702
Si  -5.9918  8.9074  29.4895  -0.0106  0.008  0.0055
Si  8.0103  -2.4955  25.1196  -0.0588  0.0196  0.0177
Si  9.0515  4.9743  26.4143  0.1575  -0.1333  0.0886
Si  9.4669  0.335  30.1193  0.037  0.0512  0.0392
Si  -1.9682  11.0245  30.7177  -0.0132  0.0293  0.0077
Si  5.6864  7.9275  28.9269  -0.0198  -0.0832  -0.3372
Si  4.3671  12.038  27.3447  -0.0754  -0.0239  0.0743
Si  20.2843  12.8276  22.2282  0.1682  0.0636  -0.0602
Si  2.3878  3.0572  24.5911  -0.0071  0.0347  -0.047
Si  3.7362  1.0865  28.884  0.0405  -0.0958  0.0358
Si  11.7967  0.8044  24.4703  -0.0092  -0.0416  -0.0857
Si  11.9524  4.7857  27.5081  -0.1669  0.0263  0.0631
Si  0.417  3.1971  28.7068  0.0663  -0.0602  -0.1035
Si  3.1684  10.5533  21.5604  0.0318  0.0902  -0.1928
Si  4.3909  8.7393  19.7588  0.0596  -0.0917  -0.1174
Si  17.2314  7.5258  29.122  -0.0521  -0.0195  -0.0077
Si  -1.7757  -3.6968  29.2026  0.0183  0.0019  0.0078
Si  1.8927  0.4884  30.292  -0.0413  0.0425  -0.0146
Si  11.6265  -4.6935  30.0152  0.1966  -0.0235  0.0224
Si  13.4907  0.5453  30.4618  0.0121  0.0509  -0.1282
Si  -0.2042  7.7732  30.3137  -0.0712  0.0033  -0.0805
Si  3.8156  6.9061  30.1318  -0.0071  0.0315  0.0512
Si  7.7024  7.3557  30.1835  0.1011  -0.035  0.0952
Si  11.9565  5.967  29.5407  -0.1555  0.0216  -0.1508
Si  -1.2211  5.8044  29.7632  0.1692  0.0844  -0.2606
Si  3.7765  4.5676  30.5932  0.0737  -0.0354  -0.0094
Si  7.8395  4.839  30.4483  -0.0402  0.0108  -0.0077
Si  11.4862  4.1558  30.8491  0.023  -0.0696  0.0849
Si  -0.1089  13.7657  29.0712  0.0286  -0.0588  -0.0213
Si  5.6315  11.2399  30.7207  0.0493  0.0047  -0.0114
Si  9.5062  10.8952  30.8169  -0.0632  0.0253  0.0242
Si  20.1618  10.1556  28.801  -0.0799  0.0992  -0.0595
Si  1.9493  4.0864  32.0183  -0.0903  -0.0396  0.0541
Si  5.8422  4.1644  31.7875  -0.0272  0.0116  0.0276
Si  9.4949  4.0564  31.9975  0.0304  -0.0519  -0.0438
Si  13.465  3.8356  32.1107  -0.0314  -0.2231  0.0872
Si  -0.0941  10.5123  32.0547  0.0352  0.0137  -0.0128
Si  3.8255  10.5087  32.0354  -0.0592  0.004  0.0871
Si  7.5494  10.5083  32.0098  -0.0267  -0.0169  0.0146
Si  11.5393  10.5557  32.0152  -0.0249  -0.0099  -0.061
Si  1.9267  1.7311  32.3489  -0.0075  0.0164  0.0094
Si  5.8066  1.8276  32.3091  0.01  0.0166  0.0101
Si  9.5436  1.6535  32.2396  -0.0512  -0.0718  0.0132
Si  13.4866  1.585  32.5655  -0.0575  0.1022  0.1402
Si  -0.0245  8.2292  32.5536  -0.0453  -0.0076  0.0108
Si  3.8578  8.1252  32.2698  0.0159  -0.0031  -0.0134
Si  7.6267  8.1791  32.398  -0.0149  0.0075  0.073
Si  11.5757  8.2437  32.3857  0.0076  0.0309  -0.0093
Si  0  2.332  3.9167  0.1676  -0.0365  -0.1905
Si  3.8672  2.332  3.9167  0.2282  0.0048  0.3128
Si  7.7343  2.332  3.9167  0.0278  0.0648  0.2854
Si  11.6015  2.332  3.9167  0.1191  -0.2181  -0.3473
Si  1.9336  8.745  3.9167  0.425  0.5225  0.3517
Si  5.8008  8.745  3.9167  0.2307  0.0276  0.2218
Si  9.6679  8.745  3.9167  -0.0291  -0.056  -0.6249
Si  13.5351  8.745  3.9167  -0.127  -0.3662  -0.6914
Si  2.0402  6.4392  4.2731  0.0014  0.0188  0.0065
Si  5.8665  6.4309  4.3926  -0.0026  0.0179  -0.0174
Si  9.69  6.4117  4.2824  0.0042  -0.0063  -0.0178
Si  13.5854  6.4496  4.325  -0.0092  0.0236  -0.0185
Si  -0.0484  12.8062  4.3267  -0.0113  -0.0233  -0.0309
Si  3.8676  12.8244  4.3738  -0.0153  -0.0189  0.0041
Si  7.6738  12.8243  4.3378  0.0049  -0.0231  0.0236
Si  11.5844  12.8114  4.3445  -0.007  0.0179  0.0415
Si  0.1285  5.9895  5.5035  0.0039  -0.0359  -0.0477
Si  3.9108  5.8548  5.6003  0.0461  -0.0231  0.0172
Si  7.8427  5.8421  5.6266  -0.0489  0.0092  -0.0078
Si  11.6195  5.8628  5.4997  0.0376  0.0124  -0.0431
Si  1.8742  12.3142  5.5656  0.0091  0.0086  -0.0713
Si  5.7875  12.1873  5.6752  0.0037  0.0017  -0.0008
Si  9.6155  12.2712  5.538  -0.0677  0.0001  -0.0274
Si  13.507  12.0535  5.5286  0.0127  -0.0161  -0.0027
Si  0.1935  3.7115  5.8092  -0.0517  0.0397  -0.0295
Si  3.9808  3.5285  6.0009  0.0049  0.0399  0.02
Si  7.8316  3.5058  6.0207  0.017  -0.0218  0.0129
Si  11.6753  3.5448  5.8861  0.0312  0.0274  -0.0177
Si  2.003  9.9851  6.0655  0.0406  0.0002  0.0431
Si  5.8737  9.7964  6.0699  0.0026  -0.003  0.0459
Si  9.6765  9.9323  5.8892  -0.0079  -0.0227  -0.0025
Si  13.5613  9.7363  5.9735  -0.0044  -0.0202  -0.0232
Si  2.005  3.191  7.2305  0.0573  0.0041  -0.0032
Si  3.9998  5.5757  9.6316  0.0405  -0.0632  0.0181
Si  9.8476  3.0277  7.2284  -0.0097  0.0249  -0.0694
Si  14.6406  1.4345  8.1396  0.025  0.0518  0.0073
Si  0.0657  9.2409  7.2093  0.0382  -0.0063  0.005
Si  7.8686  13.037  8.9454  -0.0179  0.1297  0.2314
Si  15.1482  12.1128  12.2382  0.15  0.0689  0.0637
Si  11.0254  6.9901  7.4912  -0.0041  -0.0037  0.1354
Si  -5.9676  9.8716  18.3023  -0.0154  0.0113  -0.147
Si  6.1303  4.2238  9.3892  -0.0328  0.0514  0.0548
Si  8.5911  6.9168  7.6471  0.0629  -0.023  0.125
Si  17.4862  2.0475  10.7105  0.0218  -0.0011  -0.0536
Si  1.3723  13.7715  7.3817  -0.0662  0.0405  0.0491
Si  2.1291  12.9358  9.3494  -0.0592  -0.0964  0.0392
Si  4.4272  12.52  9.4229  -0.0797  0.0797  0.1171
Si  14.7068  10.5414  8.9821  -0.0321  0.0735  0.0048
Si  2.0071  4.193  9.4764  -0.1115  -0.0592  0.1147
Si  4.4939  10.178  9.5256  0.2637  0.0417  -0.0477
Si  7.9152  9.2699  7.2803  0.0019  0.0052  -0.0838
Si  11.5389  9.3001  7.1462  -0.0532  0.1299  -0.0332
Si  3.1138  12.1262  16.1306  0.0633  -0.2052  0.1158
Si  0.6909  15.2779  13.7331  -0.2955  0.0341  0.0269
Si  6.7569  15.3422  10.9903  -0.1349  0.0389  0.0047
Si  13.4803  7.1795  10.5089  -0.1028  0.063  0.492
Si  -4.1235  1.8218  15.5534  0.0103  0.1239  0.0162
Si  4.0993  0.9862  11.4257  -0.0611  -0.0316  0.0414
Si  11.8908  5.7315  9.3146  0.0419  -0.0616  -0.0223
Si  10.2555  3.9402  9.4271  -0.088  0.0312  -0.071
Si  0.9716  11.1863  10.4885  0.024  0.0307  -0.0262
Si  11.48  12.7916  8.8289  -0.024  0.0087  -0.028
Si  9.1374  9.2586  15.4093  -0.0147  0.0237  -0.0213
Si  11.5327  14.7227  10.3017  0.0332  -0.1603  0.2832
Si  3.3212  6.9363  7.6526  -0.0035  0.0222  0.029
Si  0.0575  5.8866  9.4797  0.023  -0.161  -0.1759
Si  14.9755  6.2919  15.4233  -0.0736  -0.0791  -0.031
Si  9.4709  4.3316  15.6394  0.0821  -0.0228  -0.0538
Si  0.8236  7.0074  7.557  0.0624  -0.0088  0.0592
Si  10.9964  10.4932  9.1188  -0.1212  -0.0678  0.0772
Si  12.9163  9.5644  10.2121  0.0455  0.0345  0.0726
Si  18.2241  9.679  10.9865  -0.1626  0.0552  0.1819
Si  -7.1074  6.5264  11.6674  -0.0545  -0.0278  -0.1325
Si  5.9057  2.9714  7.3252  0.018  0.006  -0.0334
Si  9.7052  0.7027  7.5357  0.0562  -0.01  -0.0349
Si  18.8835  0.8148  14.3036  -0.0343  0.1242  -0.1157
Si  3.9517  9.248  7.3622  -0.0586  -0.0276  -0.1024
Si  6.5375  10.6481  15.1192  0.1272  -0.0147  -0.0509
Si  14.1811  10.6534  17.5405  -0.0968  -0.0695  -0.0203
Si  17.9129  9.2344  15.5302  0.0452  0.0122  -0.0435
O  34.7692  12.9866  12.8486  -0.0541  -0.0473  -0.0402
O  24.7438  4.9752  17.145  -0.0333  0.0214  0.0575
O  5.933  -7.5306  20.8299  -0.0536  -0.0113  0.0333
O  17.1743  -17.3574  23.4997  0.0008  -0.0308  0.0776
O  3.3691  -15.1655  16.0591  -0.0246  0.0678  0.0671
O  15.0495  0.1789  25.7795  -0.0569  0.0252  0.0087
O  -5.2085  0.934  21.6387  0.0101  0.004  0.0367
O  -15.7843  -18.9594  23.4337  0.1089  0.0077  0.0339
O  4.4405  14.8707  14.6261  0.0098  -0.013  0.0869
O  12.0543  16.2668  21.9736  0.0187  0.0123  0.0367
O  21.1069  4.2607  13.9364  -0.0302  -0.025  -0.0068
O  26.4678  0.7634  14.3833  -0.0183  -0.0652  -0.018
O  51.8181  1.9209  11.7167  0.1406  0.1139  -0.1483
O  20.1688  20.5696  12.3962  0.0051  -0.0608  0.0077
O  19.2866  -5.2817  20.7304  0.0083  0.0433  0.0872
O  11.5789  5.2808  20.0414  0.0009  -0.0038  0.0224
O  -5.919  10.2345  14.1441  -0.0226  0.0163  -0.027
O  21.6701  14.2351  25.7212  -0.0089  -0.0124  -0.0291
O  -11.4823  15.7186  24.9236  -0.0037  -0.0262  -0.0144
O  21.6818  19.4884  24.8338  0.037  -0.0096  0.0126
O  24.8677  -13.2205  12.6183  -0.0077  0.047  -0.0909
O  27.6259  -2.9499  24.7092  -0.0553  0.0367  -0.0876
O  11.4789  10.8956  27.3188  0.0359  -0.0136  0.0069
O  24.2266  -1.5086  18.293  -0.0227  0.0111  0.0088
O  15.0394  11.4372  20.9794  0.0573  0.0107  0.027
O  23.487  -14.1928  20.8632  -0.0489  -0.0166  0.0587
O  20.9898  -2.9846  14.1226  -0.0472  -0.0261  -0.046
O  -1.6882  13.8993  18.4362  0.082  0.0048  0.0515
O  28.7646  16.1596  19.7077  0.0727  -0.0312  0.0108
O  22.7173  3.6213  17.825  -0.0111  0.0112  0.0288
O  16.8146  19.521  21.3431  -0.0224  0.0129  0.0764
O  8.4564  8.7098  18.7174  -0.0125  -0.0073  0.0567
O  35.4148  10.0963  20.6493  -0.083  0.0158  0.0454
O  15.8056  2.6434  19.145  0.0181  -0.0158  0.011
O  11.9925  -13.3545  23.5447  0.0148  -0.0017  0.0024
O  21.4042  -1.1468  22.4422  -0.0759  0.0051  0.0126
O  10.6417  2.7922  19.7773  0.039  0.0521  0.0299
O  -6.8312  4.2644  24.9945  -0.0012  -0.0058  -0.0846
O  7.3426  21.7481  25.6123  0.0041  -0.0606  0.0066
O  11.3685  13.0942  19.3864  0.0296  -0.0175  0.022
Si  8.562  -2.1968  9.1389  0.0316  -0.0286  -0.0035
Si  13.724  -9.6208  6.945  0.0124  -0.0498  0.0137
Si  25.9377  -3.0965  26.7681  0.0216  -0.0096  0.0656
Si  12.6742  -4.3178  25.4727  0.2081  0.0349  0.1335
Si  17.4455  7.937  18.2063  -0.03  -0.0952  -0.124
Si  27.8811  -6.1948  20.4311  0.0247  -0.0159  -0.0565
Si  13.8699  15.3144  10.1512  0.1347  0.0148  -0.0451
Si  26.3648  0.2097  12.8686  0.058  0.0402  -0.0874
Si  13.2298  16.1036  23.1021  -0.0299  -0.0255  -0.0489
Si  13.2363  -4.8708  13.5422  0.0196  0.0442  -0.0836
Si  15.9272  -1.4666  15.2224  -0.1288  -0.105  -0.1042
Si  22.6466  4.3219  13.4311  0.0781  0.0642  0.0983
Si  23.7279  -7.4405  9.5622  0.0955  -0.0166  0.0073
Si  8.6084  3.5342  28.4444  0.0558  -0.0589  0.1085
Si  10.325  6.7913  14.0424  -0.0662  0.0056  0.1019
Si  14.3478  -2.7568  21.4896  -0.1101  0.0029  0.0136
Si  19.7976  -3.7977  13.3689  -0.0791  -0.0093  0.0615
Si  -0.698  -13.3421  27.2936  0.1511  0.0874  -0.0067
Si  0.8411  0.5895  24.8492  -0.02  -0.0935  0.0513
Si  20.1129  17.6038  21.6742  0.0752  -0.0061  -0.0183
Si  18.1207  6.4265  20.4188  0.0342  -0.091  -0.1461
Si  27.8788  0.2394  18.134  -0.0932  0.0891  -0.0705
Si  16.1058  -5.2112  22.4833  -0.1012  -0.0674  -0.0833
Si  17.4934  -7.6534  13.959  -0.0423  -0.004  0.0686
Si  7.5283  5.5825  21.0359  0.0051  0.0128  -0.0016
Si  29.0529  -6.5787  23.4226  -0.0918  0.0058  -0.0307
Si  13.7942  4.483  8.8705  0.005  0.0908  -0.0432
Si  7.8933  3.9001  23.6004  0.1299  -0.0077  0.0012
Si  21.0847  -12.9819  17.4385  0.0911  0.002  -0.0881
Si  13.5366  12.3196  7.8524  0.0727  0.04  0.0683
Si  14.4983  7.7107  18.186  -0.0481  -0.045  -0.109
Si  13.9991  -9.3996  15.6376  0.0728  -0.0822  -0.1004
Si  3.1143  -16.5122  23.4742  0.0451  0.0101  0.0288
Si  8.0704  4.9442  18.2623  0.0168  -0.0313  -0.1011
Si  12.3214  -0.5068  27.337  -0.1386  0.0958  0.124
Si  11.868  -9.1172  20.3712  0.015  -0.0461  -0.0407
Si  19.8518  -10.5975  20.374  0.0957  0.0627  -0.0548
Si  16.0816  2.1175  22.3678  -0.117  -0.0549  0.0483
Si  24.0184  -1.6113  13.2593  -0.0187  0.0047  0.2136
Si  22.7746  -17.9663  19.1824  0.0269  -0.0205  -0.0321
Si  11.5541  -3.3845  20.6567  -0.0536  0.0292  -0.0222
Si  5.7434  0.7714  30.1845  -0.0193  0.031  -0.0761
Si  -5.2446  1.2259  20.039  -0.007  -0.0457  0.0029
Si  6.5094  0.0478  26.6348  0.0062  0.02  0.1228
Si  13.1701  -14.8686  12.243  -0.0828  -0.2576  -0.0195
Si  9.3355  1.2916  22.9261  -0.0257  0.005  -0.0558
Si  20.0298  16.4536  14.98  0.0612  0.0733  0.0079
Si  16.7306  -11.1012  20.1469  -0.0849  0.0599  0.0108
Si  14.2644  2.6221  18.628  -0.0954  0.0616  -0.1546
Si  3.48  -5.9322  11.6211  0.0937  -0.073  -0.1704
Si  15.3598  -11.2172  11.7538  -0.0273  0.1491  -0.1108
Si  0.7248  -1.3329  19.8387  -0.0902  0.0295  -0.036
Si  7.9489  12.2047  19.3905  0.1052  0.0235  -0.0203
Si  5.8763  0.5894  7.7467  -0.1258  -0.0364  -0.0236
Si  18.0856  -1.6594  25.8341  0.0001  -0.0074  0.0707
Si  5.8533  2.8447  17.6045  0.0291  0.0471  -0.0455
Si  26.4772  -9.7828  28.8127  0.0936  -0.032  -0.0131
Si  22.8899  -3.3031  10.8025  0.1163  -0.011  -0.02
O  -20.4975  -20.3225  14.7703  -0.006  -0.0021  -0.0197
O  10.7168  5.1441  26.4005  -0.0653  0.0012  0.0626
O  20.4744  0.7897  20.8138  -0.0587  -0.0606  0.0435
O  21.3317  -16.1184  10.2742  -0.1879  0.0178  -0.0724
O  18.8976  -2.758  12.4699  -0.0386  0.0385  -0.0441
O  4.728  -22.4965  21.6795  -0.0484  0.0248  0.0109
O  32.8461  4.5439  25.0241  -0.0199  -0.1038  -0.0631
O  25.7153  1.2724  24.2699  -0.0211  -0.0091  0.0299
O  30.6831  -10.3143  15.0669  0.0086  0.0788  0.0879
O  11.32  7.8243  20.6415  0.0169  0.0094  0.0333
O  34.1378  17.3302  14.8605  0.0135  -0.0131  0.0086
O  20.577  -10.0669  19.0364  -0.0275  -0.0201  0.0273
O  14.6981  -9.8148  22.4335  0.0351  -0.0144  0.0023
O  0.1935  12.1332  13.8282  0.0046  -0.0749  0.0164
O  12.7994  14.863  24.0753  0.0564  0.0406  0.0085
O  11.7724  20.3311  14.0698  0.0408  0.0267  -0.0213
O  27.4037  11.8085  12.6174  0.0756  -0.0813  -0.0484
O  32.3979  12.2266  16.2052  0.1151  0.0451  0.0558
O  25.4824  9.5693  16.7682  0.0003  0.0171  0.0837
O  -4.3195  -11.3554  11.8711  0.0048  0.0617  -0.1303
O  4.549  -20.1981  23.1488  -0.0032  0.0232  0.0355
O  12.6159  41.2218  15.1307  0.0874  0.0156  0.0571
O  2.0225  -0.5294  24.8013  -0.0507  0.0901  -0.0107
O  25.0598  23.1411  25.5225  0.0341  0.0012  -0.0473
O  15.5107  -1.9004  18.4683  0.1238  0.0279  0.0277
O  14.535  -14.5393  16.0162  0.0047  0.0255  0.0098
O  4.9073  -11.8229  23.4814  -0.035  -0.014  -0.008
O  -2.7043  7.2468  24.4297  -0.017  -0.0691  -0.0337
O  21.5966  -11.4856  17.017  -0.0272  -0.0488  0.013
O  26.1611  -2.8231  19.4068  0.0346  -0.0252  0.0606
O  28.7517  -3.2414  13.3915  0.0085  0.0859  -0.0273
O  28.9973  6.9875  19.2866  -0.0151  -0.0086  0.0618
O  45.0196  -7.8681  15.0926  -0.0005  0.0045  0.0177
O  16.989  1.9612  25.4496  -0.0121  0.0033  -0.0108
O  25.2688  -6.1483  12.484  0.0373  -0.026  -0.0457
O  14.8321  6.6176  17.0169  0.0261  0.0344  0.0334
O  13.3506  4.7049  23.9186  -0.0093  -0.0154  0.0123
O  32.8548  -17.5152  16.6083  0.025  0.0354  0.0204
O  21.5034  20.2123  27.3793  -0.0377  0.0085  0.153
O  13.5676  7.1251  12.1706  -0.0108  0.0258  -0.1763
O  19.4234  -0.1607  17.474  -0.0814  -0.0376  -0.0339
O  37.3448  -9.5183  23.9338  -0.0825  -0.001  0.0025
O  14.3725  7.5611  14.6196  0.028  0.0289  0.0383
O  -12.245  -3.9088  18.6226  0.0081  0.0614  0.0528
O  18.8213  8.3711  14.5052  -0.0236  0.0501  0.0424
O  -22.817  25.8687  23.028  0.0072  0.0001  0.0016
O  31.4095  -4.6346  18.8117  0.0703  0.0582  0.0631
O  11.375  -4.4588  26.4886  -0.0602  -0.0011  -0.0084
O  16.5968  9.9089  14.843  0.0018  0.0251  0.013
O  38.8405  18.0119  22.5729  0.006  -0.0058  0.0186
O  32.8662  10.5821  20.4711  0.0674  -0.001  0.03
O  7.2728  -6.4403  18.1702  -0.0111  0.0192  0.0251
O  -28.9773  1.5434  14.1748  0.0519  -0.0547  0.0755
O  11.9728  13.2506  26.0238  0.1049  -0.0228  -0.0154
O  8.4082  4.7878  19.8792  -0.011  0.022  0.0129
O  27.1124  -11.9043  16.8727  0.0239  -0.049  0.0137
O  33.588  -19.6388  12.7173  -0.0357  -0.057  0.0712
O  9.3466  -29.1679  27.8777  0.0333  -0.0249  -0.0041
O  18.7188  -15.6579  24.8698  0.055  -0.044  -0.0244
O  33.348  -30.4392  11.0362  0.0063  0.1133  -0.0439
O  -7.4963  -15.207  23.4721  -0.0029  -0.0288  0.07
O  5.8463  -17.2399  19.1252  -0.0734  0.0257  0.0268
O  7.5578  -9.6226  12.2785  0.05  -0.1072  -0.0478
O  31.2722  -12.0334  23.3105  0.0089  0.0726  -0.0001
O  5.9045  -14.1271  16.3175  -0.0598  0.029  0.0391
O  8.3418  -6.3526  26.4175  0.0158  0.0813  -0.002
O  21.8853  12.3133  18.8233  -0.0752  -0.0089  0.0365
O  11.2199  22.9669  22.1223  0.0319  -0.0118  0.0121
O  7.7088  10.4251  12.1308  -0.0901  0.0161  0.016
O  7.788  -4.8244  11.2752  -0.0219  0.0464  -0.0739
O  31.9856  -19.6059  14.9383  0.0653  -0.0077  -0.026
O  23.5674  -8.6741  14.7708  -0.0741  -0.021  -0.0583
O  7.358  18.6226  12.745  -0.0684  -0.05  0.0577
O  44.091  -3.1112  20.4258  0.0592  0.0001  0.024
O  24.7822  -5.1152  14.9448  0.0092  -0.0254  -0.0113
O  8.7206  13.6669  19.4866  -0.0288  -0.0184  -0.0054
O  22.8627  -13.8879  14.2776  0.0265  -0.0405  -0.0481
O  7.5524  9.5226  15.7463  -0.0478  0.0026  0.0013
O  18.6674  4.5579  27.3556  -0.1141  0.0026  0.0359
O  18.8453  -0.7529  22.1458  -0.0755  -0.0378  0.0056
O  32.1441  -12.641  19.6176  0.0395  -0.0258  -0.0184
O  -1.3485  -9.3581  17.2541  -0.0025  -0.0884  0.0815
O  7.6491  1.3012  10.2702  0.115  -0.0653  -0.1339
O  -1.7009  23.2836  22.937  0.0555  -0.005  -0.0277
O  18.7445  -7.8219  20.8198  -0.0051  -0.0069  0.0241
O  24.1784  2.7716  22.762  -0.0117  0.0188  0.0249
O  16.6005  -21.6757  13.3056  0.0734  0.0146  -0.0342
O  -2.3438  32.0468  21.8724  0.0246  -0.0113  0.0529
O  -1.6788  21.8879  17.5874  0.0363  0.0593  0.0078
O  33.7432  2.1953  20.0302  -0.0302  -0.037  -0.0016
O  20.4647  -21.9226  16.5453  -0.0246  -0.0103  0.002
O  28.3236  -1.3076  17.9335  0.0554  -0.0001  0.0178
O  23.1592  -5.6401  20.7091  -0.0278  -0.0263  0.0033
O  -11.0955  -17.5658  23.5165  -0.0253  0.0703  0.0098
O  17.8086  -6.3798  18.8067  -0.0046  0.0636  0.1009
O  1.9336  2.885  23.0193  0.0475  0.0042  0.0484
O  25.5806  2.8451  15.8239  -0.008  -0.01  0.0191
O  30.7564  -4.0568  21.6791  0.0632  0.0101  -0.0019
O  19.1272  -19.2042  25.4951  0.147  0.0345  -0.0567
O  7.2861  -1.1808  25.8114  -0.0004  0.0537  -0.0606

Results
free energy: -248711.653 eV
free energy less fixed offsets of O -568.88, Si -635.61 eV per atom: 3.807 eV

The program warned: the cutoff lies below the one the program advises for these potential files; the forces do not sum to zero within the program's tolerance; the exchange-correlation potential is rough where the density is thin.
